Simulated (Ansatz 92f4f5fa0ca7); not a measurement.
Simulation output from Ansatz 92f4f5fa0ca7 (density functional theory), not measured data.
Periodic cell of 226 atoms, Si134O92, from a study of silicon, its oxide and their interface. The atomic structure is a simulated model.
Doubt: the cutoff is far below the 930 eV that the study's wrapper takes by default for these files, so forces and energies are approximate.
This geometry differs little from another in the collection (a relaxation step or a small displacement).

Settings
functional: PBE
potential files: Ansatz PAW
basis: plane waves
wave-function cutoff: 580 eV
density cutoff ratio: 5
exchange-correlation grid ratio: 1
k mesh: 1 x 1 x 1, Gamma-centred
self-consistency stop: 5e-08 eV per atom in the density residual
occupations: fixed
spin: none
net charge: 0

Cell vectors (angstrom)
a  10.938  0  0
b  0  10.938  0
c  0  0  32.4915

Atoms and the computed forces on them: element, x, y, z (angstrom), force x, y, z (eV/angstrom)
Si  0.2193  -0.2716  24.8642  -0.0398  -0.1862  -0.0546
Si  5.5974  -0.2736  24.9965  0.0965  0.0153  -0.0179
Si  2.6461  2.9396  24.9165  -0.082  0.0207  -0.173
Si  8.3031  2.9731  23.9781  -0.0203  -0.0236  -0.0151
Si  0.5708  5.2817  24.876  0.1458  0.1097  -0.1622
Si  4.866  5.9302  25.0548  0.0448  -0.0217  0.03
Si  3.2218  7.6637  25.2322  -0.0695  -0.0784  -0.015
Si  7.5784  8.1978  24.632  0.1126  -0.0577  0.0538
Si  1.4211  1.3309  26.165  0.036  0.0439  0.0341
Si  6.828  1.2387  26.2764  -0.0345  -0.0278  -0.0349
Si  4.1563  4.057  26.3053  0.0352  0.0493  0.0292
Si  10.105  3.9034  26.0347  -0.0429  -0.0285  -0.0311
Si  1.4944  6.7616  26.4491  -0.116  -0.0669  -0.0128
Si  6.6011  6.8551  26.3113  -0.065  0.0608  -0.0845
Si  4.0658  9.5263  26.336  -0.0197  0.0335  -0.0091
Si  9.814  9.5216  26.4179  -0.0451  0.0142  -0.0855
Si  2.726  -0.0011  27.6469  -0.0277  -0.0058  0.0205
Si  8.2917  -0.0365  27.6715  0.0083  -0.0096  -0.0161
Si  0.1263  2.6097  27.7011  -0.0145  -0.0902  0.0538
Si  5.5362  2.7009  27.6668  0.0409  -0.0243  -0.0097
Si  2.7958  5.3626  27.7622  0.0461  0.0097  0.016
Si  8.0224  5.5922  27.6941  0.1046  -0.0864  -0.0314
Si  0.0947  8.1115  27.7759  0.0393  -0.0035  -0.0164
Si  5.4324  8.2695  27.7473  0.032  -0.0434  0.0476
Si  4.1018  1.3673  29.0733  0.0424  -0.0414  -0.46
Si  9.5708  1.3673  29.0733  0.1706  -0.1198  -0.0816
Si  1.3673  4.1018  29.0733  0.1289  -0.5095  0.252
Si  6.8362  4.1018  29.0733  -0.2342  0.0848  0.1495
Si  4.1018  6.8362  29.0733  0.0363  -0.0607  0.1723
Si  9.5708  6.8362  29.0733  -0.2494  -0.2582  -0.1092
Si  1.3673  9.5708  29.0733  0.3057  0.1769  0.094
Si  6.8362  9.5708  29.0733  0.306  0.2515  -0.002
Si  0  0  30.4405  -0.0604  0.0479  0.007
Si  5.469  0  30.4405  0.0744  0.0232  -0.0253
Si  2.7345  2.7345  30.4405  -0.1206  0.0399  0.0691
Si  8.2035  2.7345  30.4405  0.0865  0.1093  -0.0624
Si  0  5.469  30.4405  -0.2146  -0.1549  -0.0177
Si  5.469  5.469  30.4405  -0.0512  -0.0071  0.055
Si  2.7345  8.2035  30.4405  0.0165  0.0434  0.0111
Si  8.2035  8.2035  30.4405  0.0121  0.103  0.0323
Si  1.3673  1.3673  31.8078  0.0554  -0.0754  -0.0006
Si  6.8362  1.3673  31.8078  -0.0316  -0.003  -0.035
Si  4.1018  4.1018  31.8078  0.0381  0.0229  0.012
Si  9.5708  4.1018  31.8078  0.0355  -0.0494  -0.0057
Si  1.3673  6.8362  31.8078  0.0171  0.0649  -0.0347
Si  6.8362  6.8362  31.8078  0.0177  -0.0642  -0.0144
Si  4.1018  9.5708  31.8078  0.0226  -0.0546  -0.0122
Si  9.5708  9.5708  31.8078  0.0281  -0.0027  0.0012
Si  2.7345  0  0.6835  -0.0166  0.0002  0.0115
Si  8.2035  0  0.6835  -0.0353  0.0284  0.0085
Si  0  2.7345  0.6835  -0.0373  0.0542  0.0061
Si  5.469  2.7345  0.6835  0.0257  0.0232  0.017
Si  2.7345  5.469  0.6835  -0.0589  -0.0246  0.0071
Si  8.2035  5.469  0.6835  0.0166  0.0234  0.0164
Si  0  8.2035  0.6835  -0.0395  -0.0253  0.0254
Si  5.469  8.2035  0.6835  -0.0109  0.0625  0.0018
Si  4.1018  1.3673  2.0507  0.0273  0.0047  0.0003
Si  9.5708  1.3673  2.0507  0.0311  -0.0699  0.0058
Si  1.3673  4.1018  2.0507  0.0333  -0.0411  -0.0006
Si  6.8362  4.1018  2.0507  -0.0242  -0.0158  0.0149
Si  4.1018  6.8362  2.0507  0.0689  -0.0115  -0.0001
Si  9.5708  6.8362  2.0507  -0.0256  0.0095  0.005
Si  1.3673  9.5708  2.0507  0.0354  0.0217  -0.0005
Si  6.8362  9.5708  2.0507  0.0606  -0.0267  0.014
Si  0  0  3.418  0.0418  0.1662  -0.2598
Si  5.469  0  3.418  -0.0946  0.0871  0.0216
Si  2.7345  2.7345  3.418  -0.0963  0.1537  -0.2978
Si  8.2035  2.7345  3.418  -0.0299  0.124  0.1782
Si  0  5.469  3.418  -0.0356  0.0399  0.1653
Si  5.469  5.469  3.418  -0.148  -0.0106  -0.1516
Si  2.7345  8.2035  3.418  -0.0568  0.0523  0.2158
Si  8.2035  8.2035  3.418  0.0065  -0.0241  -0.4661
Si  1.3428  1.4156  4.7623  -0.0069  -0.0104  0.0221
Si  6.7942  1.4031  4.791  0.0397  -0.0513  0.0047
Si  4.0395  4.1444  4.7723  -0.0006  0.0191  -0.0023
Si  9.5574  4.1248  4.8131  0.0179  -0.0208  0.0161
Si  1.3521  6.8477  4.8131  0.01  -0.0097  0.0337
Si  6.8283  6.8561  4.7398  -0.0091  -0.0047  0.0466
Si  4.075  9.6119  4.8004  0.0291  -0.0298  0.0046
Si  9.5711  9.5684  4.7273  0.0298  -0.0154  0.053
Si  2.7035  0.0794  6.1466  -0.0593  0.0466  -0.012
Si  8.2087  -0.0016  6.0623  0.0316  -0.0346  -0.0081
Si  0.0169  2.7873  6.1907  0.0566  -0.0131  -0.0229
Si  5.3893  2.7845  6.1329  -0.0405  0.0407  -0.0025
Si  2.6937  5.4931  6.2284  0.0161  -0.0291  -0.0133
Si  8.1878  5.5285  6.1485  -0.033  0.0607  -0.022
Si  -0.0135  8.2444  6.1508  -0.0504  0.0614  -0.0117
Si  5.4727  8.2251  6.1073  0.0305  -0.0563  -0.0348
Si  3.7902  1.6859  7.4996  -0.1023  0.0928  0.0774
Si  9.796  1.1232  7.3615  0.1021  -0.1021  0.266
Si  1.5362  3.9416  7.6389  0.0731  -0.0493  0.0672
Si  6.5247  4.4159  7.3746  -0.0945  0.1039  0.0497
Si  4.3317  6.6793  7.4566  0.0806  -0.0969  0.071
Si  9.328  7.126  7.4819  -0.0836  0.1085  0.0268
Si  1.1214  9.8691  7.4462  -0.1085  0.0674  0.0053
Si  7.0839  9.3572  7.3853  0.1146  -0.108  0.1579
O  5.4354  5.5348  7.9455  -0.0058  0.0149  -0.0808
O  -0.031  0.0215  7.9423  -0.085  0.0863  -0.1185
O  2.6846  2.8047  8.0702  -0.0201  -0.0081  -0.0625
O  8.1905  8.2464  7.949  -0.0419  0.0451  -0.0765
O  1.2968  9.7666  23.9488  0.0308  0.0141  0.0549
O  7.4254  1.9846  24.9136  0.0221  0.0616  -0.0036
O  6.6544  9.5394  24.4049  -0.0951  0.0869  0.0423
O  1.771  4.224  24.364  -0.0206  -0.0256  0.1628
O  6.3903  10.0468  8.703  -0.0039  0.0268  -0.0875
O  0.8601  4.5857  9.0285  -0.022  0.0167  -0.015
O  1.8314  9.2876  8.8084  0.0248  -0.0302  -0.0101
O  7.1661  3.7196  8.7042  0.0525  -0.0449  0.0098
O  9.9924  6.5267  8.8607  0.0237  -0.0272  -0.0407
O  4.4371  0.96  8.8295  0.0187  -0.0177  -0.0331
O  3.7697  7.4213  8.8187  -0.0198  0.0125  -0.0314
O  9.0579  1.7772  8.6727  -0.0359  -0.0057  -0.1343
O  4.4359  1.3934  21.2497  -0.0042  0.009  0.0668
O  9.7663  3.002  24.6745  -0.0406  0.04  0.1495
O  8.7181  4.5724  26.5831  -0.0242  0.0697  0.0577
O  5.5787  3.1349  22.7757  0.0161  0.0141  0.0179
O  9.0361  8.5336  25.3292  -0.0056  -0.0384  0.0166
O  3.171  2.2667  23.4986  0.0293  -0.0177  0.0856
O  5.2986  5.6988  23.4409  0.007  0.0262  0.0497
O  9.8952  0.0943  23.8363  -0.0008  0.0203  0.0469
Si  4.7559  9.1668  16.0981  -0.0056  -0.0052  0.031
Si  4.3757  9.4421  11.8555  0.0014  0.001  0.0372
Si  4.6749  14.7026  17.7386  -0.0186  -0.0044  0.0358
Si  1.5394  10.1717  18.8982  0.0098  0.0151  0.0218
Si  8.3522  7.008  17.7157  0.0083  -0.0106  0.019
Si  1.11  5.0318  15.1981  -0.0209  0.0119  0.0044
Si  6.6236  6.3532  20.3896  -0.0228  0.0454  -0.0072
Si  4.5827  1.8424  22.8151  -0.0194  -0.0247  -0.0502
Si  -0.6854  5.3079  12.837  -0.0037  -0.0506  0.0147
Si  0.1075  1.3903  20.3486  -0.0391  0.0093  -0.0194
Si  5.3608  1.7528  19.949  0.0324  -0.0149  -0.0272
Si  7.8748  2.5107  9.5026  0.1153  -0.0027  0.0491
Si  8.9951  2.6451  12.2161  0.0101  0.0094  0.0273
Si  11.1781  5.9183  9.8025  0.0091  0.0001  0.0435
Si  -6.3869  10.0652  18.7301  0.0049  0.0207  0.0231
Si  3.0838  8.5521  20.632  -0.0171  -0.008  -0.0076
Si  9.6158  -0.3892  22.2925  0.0152  0.0244  -0.0712
Si  2.5521  8.1063  9.6677  0.0023  -0.0233  0.0492
Si  10.1365  4.5503  17.6752  0.021  -0.0052  0.0136
Si  3.6051  5.8226  19.5233  -0.0143  0.0314  0.0219
Si  6.3257  4.5859  22.8039  0.001  -0.0056  -0.0348
Si  11.4003  -1.7841  14.5318  -0.0029  0.0039  0.0048
Si  2.5885  2.4796  15.6777  0.0116  0.0035  0.0196
Si  10.2032  9.2583  17.1396  0.0183  0.0041  0.0178
Si  2.7017  7.3887  14.9571  0.0137  -0.011  0.0246
Si  -2.6714  1.7389  21.0742  0.0124  -0.0424  -0.0948
Si  7.8699  5.9602  14.718  0.0107  -0.0039  -0.002
Si  -1.2838  11.199  13.4683  -0.0144  0.0278  -0.0164
Si  10.9132  6.079  22.7197  0.0224  0.0406  0.0184
Si  7.5729  3.4232  16.4188  -0.0046  -0.0077  0.01
Si  1.0562  4.1942  20.3138  0.0197  -0.0169  0.0055
Si  7.1796  1.4055  14.2102  0.0183  0.0204  0.003
Si  5.4033  7.4521  13.7954  -0.0108  0.0237  0.006
Si  4.266  0.4359  14.2434  0.0135  -0.0395  -0.0015
Si  8.3637  7.736  22.4651  0.0594  0.0106  -0.0564
Si  2.0332  8.3747  23.4084  -0.045  0.0558  -0.068
Si  5.6984  0.2725  9.6007  0.0125  -0.053  0.0498
Si  11.2125  0.6753  15.8485  -0.0058  0.0101  0.0105
O  10.8934  0.2382  21.492  -0.0052  -0.021  0.0242
O  -0.0645  15.5208  16.2194  0.0029  -0.0019  0.0026
O  8.2334  0.2053  21.639  0.0092  0.0005  0.0571
O  10.0969  10.8894  16.8391  -0.0083  0.0016  0.0035
O  4.0213  5.2535  18.0288  0.0062  -0.0115  -0.013
O  3.123  12.4914  14.456  -0.0129  0.0201  0.0053
O  8.5827  3.227  10.7707  -0.0628  -0.0691  -0.1249
O  1.044  2.6379  20.8228  -0.0032  0.0068  0.0192
O  7.8627  4.4056  15.1608  -0.0019  0.0062  -0.0079
O  8.5275  2.6238  22.4089  0.0019  0.0221  0.0821
O  9.4248  8.9518  22.1275  -0.023  -0.0241  0.0412
O  6.5253  6.2967  13.8541  -0.0013  -0.012  -0.0023
O  3.1503  8.7675  11.027  -0.0166  -0.0192  -0.0378
O  -7.0305  6.8091  14.017  -0.007  0.0065  0.0064
O  7.6665  2.5306  13.141  -0.0086  -0.0128  0.0036
O  3.2012  8.479  22.2506  -0.0256  0.0098  -0.0344
O  10.0077  3.7034  12.8916  -0.0118  0.0166  -0.0082
O  5.1345  0.5675  23.6581  -0.0344  0.0197  -0.0037
O  -0.4788  8.4768  15.7051  -0.0068  -0.0006  -0.0033
O  -1.4165  1.9349  20.0383  -0.0007  -0.0011  0.0255
O  -5.6089  9.1508  17.6178  -0.0079  -0.004  -0.015
O  8.8843  -2.3668  17.8365  -0.0038  -0.0102  -0.0009
O  3.7802  10.2566  13.1517  0.0036  0.0001  -0.0123
O  7.5416  4.4299  23.8987  0.015  -0.0098  0.0271
O  7.3544  1.9375  15.7588  0.0036  0.0044  0.0053
O  1.8145  9.534  20.364  0.0148  -0.0265  0.0121
O  -0.4993  9.7669  13.34  0.0044  -0.0111  0.0087
O  -0.4283  5.6956  11.2753  0.0326  0.013  -0.0439
O  14.6854  2.8648  16.7511  -0.0187  -0.0003  -0.0203
O  11.7409  0.6792  19.0598  0.0001  -0.0146  -0.0012
O  4.5558  10.7242  15.7043  -0.0063  0.0075  -0.0097
O  5.3995  8.2682  12.3787  -0.0084  0.0035  0.0094
O  3.3257  8.3962  16.0629  -0.0001  -0.0109  -0.0183
O  0.8905  7.4447  22.6849  -0.0284  -0.041  0.0247
O  -2.0961  3.534  17.4741  -0.007  -0.0064  -0.0054
O  1.2973  1.7894  16.4465  0.0005  -0.0055  -0.0034
O  4.7405  13.9814  19.1963  -0.0123  -0.0017  0.0037
O  12.9067  6.2488  15.8443  0.0039  0.0019  -0.005
O  6.1887  3.8928  17.1524  0.0073  0.0081  -0.0014
O  6.7807  1.4158  9.996  0.0005  -0.0055  -0.0225
O  2.6107  4.6835  20.1608  0.0038  0.0115  0.0039
O  5.6496  1.1289  13.774  -0.0026  0.0006  0.0079
O  11.5286  9.1231  18.0861  -0.014  -0.0056  -0.0122
O  1.6025  8.1464  13.993  -0.0131  -0.0002  -0.0113
O  0.6371  5.5539  13.7362  -0.0053  0.0079  0.0004
O  13.9546  10.3926  18.2131  -0.0108  -0.003  -0.0058
O  7.238  6.5699  18.865  0.0082  0.0057  -0.0007
O  1.4537  6.9738  10.036  0.0056  0.0034  -0.0425
O  1.2267  10.4075  15.2643  -0.0024  -0.0019  -0.0133
O  5.7609  8.4759  15.0273  -0.0009  -0.0037  -0.0064
O  2.1047  3.8035  14.9068  0.0005  -0.0152  0.0012
O  9.6697  1.1417  12.0869  -0.0169  -0.0067  0.0264
O  7.217  7.5948  21.2864  0.0087  -0.0055  0.0133
O  5.3931  11.4296  18.9292  -0.0108  -0.0042  0.0104
O  11.2883  5.1196  21.4478  -0.0148  0.0065  0.0101
O  5.0015  6.2177  20.2781  0.0052  -0.0007  0.0074
O  4.484  9.2287  20.123  -0.0051  0.0016  0.0187
O  2.7744  18.1624  19.7001  0.0143  -0.0101  0.0286
O  7.8881  6.7974  16.1453  -0.0032  0.0036  -0.0059
O  9.3272  6.4108  22.4994  -0.0058  0.0051  -0.0026
O  9.0692  6.1598  13.6066  -0.0015  0.0045  0.0135
O  9.6346  6.055  18.029  -0.0102  0.0183  0.0021
O  -0.5587  12.1932  14.5732  0.0051  -0.0061  0.0007
O  8.1026  10.9928  13.9789  0.0046  0.0041  -0.0005
O  5.1867  -0.4223  10.9637  0.0326  0.0482  -0.083
O  6.8997  2.1106  20.3194  -0.005  0.0083  0.024
O  0.2502  4.1777  18.8705  -0.0268  0.0176  -0.0213
O  6.9184  5.0101  21.3257  -0.0018  -0.0224  0.0522

Results
free energy: -137507.212 eV
free energy less fixed offsets of O -568.88, Si -635.61 eV per atom: 1.488 eV

The program warned: the cutoff lies below the one the program advises for these potential files; the forces do not sum to zero within the program's tolerance; the exchange-correlation potential is rough where the density is thin.
